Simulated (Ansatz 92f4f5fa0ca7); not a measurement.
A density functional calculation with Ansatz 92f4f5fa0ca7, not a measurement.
Periodic cell of 171 atoms, Si99O72, from a study of silicon, its oxide and their interface. The atomic structure is a simulated model.

Settings
functional: r2SCAN
potential files: Ansatz norm-conserving
basis: plane waves
wave-function cutoff: 1300 eV
density cutoff ratio: 4
exchange-correlation grid ratio: 1
k mesh: 2 x 2 x 1, shifted by 0.5 0.5 0.5 of a step
self-consistency stop: 5e-08 eV per atom in the density residual
occupations: Fermi-Dirac, 0.05 eV
spin: none
net charge: 0

Cell vectors (angstrom)
a  11.5403  0  0
b  0  11.5403  0
c  4.6976  3.5635  24.5947

Atoms and the computed forces on them: element, x, y, z (angstrom), force x, y, z (eV/angstrom)
Si  -0.7143  -2.6349  -0.3173  -0.0567  -0.163  -0.3361
Si  -0.6915  2.5144  -0.2934  0.0061  0.2883  -0.219
Si  -0.6897  5.716  -0.1232  -0.0039  0.0186  -0.3382
Si  3.1096  -2.7411  -0.0769  0.1512  -0.1787  -0.5206
Si  3.0225  2.5111  -0.1343  0.1383  0.2809  -0.4629
Si  3.1157  5.6703  -0.0277  -0.0469  0.0416  -0.5166
Si  6.9434  -2.1433  0.1457  -0.09  -0.0675  -0.7832
Si  6.7333  0.9683  -0.6019  -0.3938  -0.3029  -0.4453
Si  7.0563  6.4068  -0.3902  0.0267  0.0295  -0.5318
Si  1.1422  -2.2399  1.1212  -0.056  0.0519  -0.0861
Si  1.1193  2.0923  1.1739  -0.0304  -0.0074  0.0013
Si  1.1854  5.7002  1.2644  -0.06  -0.0362  -0.4134
Si  4.9592  -2.2168  1.3243  -0.1808  -0.0557  -0.1343
Si  5.0414  1.8357  0.9682  -0.1227  0.0254  -0.0004
Si  5.169  5.7007  1.0371  0.2636  0.1251  -0.3247
Si  9.0054  -2.1372  1.1846  0.1592  -0.0966  -0.1429
Si  8.765  1.8921  0.7579  0.1619  -0.1183  -0.0765
Si  8.8575  5.7696  1.0719  -0.1504  0.0693  -0.2254
Si  1.1431  -0.0799  2.2603  0.0333  0.0625  -0.374
Si  1.153  3.8632  2.6443  -0.0505  -0.0383  0.3153
Si  1.1609  7.5323  2.6444  -0.007  0.0038  0.2446
Si  4.928  -0.0995  2.3718  -0.0787  -0.0089  0.0322
Si  5.1654  3.7825  2.4128  -0.0116  -0.1045  0.0061
Si  5.0635  7.4192  2.6264  0.0311  0.023  0.3398
Si  8.9595  -0.0297  2.2587  -0.0023  -0.0556  -0.131
Si  8.7747  3.788  2.3653  -0.0795  -0.0439  -0.1807
Si  8.941  7.5266  2.5928  0.0295  -0.003  0.2016
Si  -0.7136  -0.0539  3.7004  -0.0607  0.057  0.0953
Si  -0.8408  3.8515  3.876  0.1806  -0.0911  -0.0539
Si  -0.7318  7.4862  4.0142  -0.0323  0.0698  -0.0688
Si  2.9979  -0.0942  3.6948  0.0897  0.006  0.0094
Si  3.1672  3.8413  3.8436  0.0005  -0.1066  -0.1185
Si  3.1101  7.4565  3.9527  -0.0408  0.0765  -0.09
Si  6.9803  -0.1185  3.6037  -0.0108  0.1253  -0.1179
Si  6.9858  3.8232  3.8785  -0.0395  -0.0203  -0.0206
Si  7.0123  7.4992  3.9329  -0.0683  -0.0867  -0.0268
Si  -0.6597  -1.9928  5.0888  -0.0794  -0.1027  0.0546
Si  -0.7928  1.8622  5.1012  0.0352  0.0212  -0.0036
Si  -0.7516  5.6345  5.4983  -0.0895  0.0379  -0.0377
Si  3.0782  -2.0281  5.0455  0.0548  -0.0407  0.1048
Si  3.0248  1.834  5.0288  0.0117  0.0669  0.0849
Si  3.0998  5.6211  5.4425  0.0379  0.0674  0.009
Si  7.013  -2.0019  5.0416  0.0132  -0.1741  0.0988
Si  6.9491  1.7814  4.9977  0.0152  0.0777  0.0478
Si  6.9969  5.6603  5.4261  0.0375  0.0325  -0.0454
Si  1.2424  9.4428  6.508  0.015  -0.1286  -0.1604
Si  1.1334  1.8709  6.4521  0.0232  0.2066  -0.2462
Si  1.1979  5.6483  6.9299  0.0083  -0.1091  0.2017
Si  5.0321  9.4921  6.3088  -0.0671  -0.0622  -0.3743
Si  4.9896  1.7626  6.2745  0.0233  0.0082  -0.4437
Si  5.0428  5.6402  6.79  -0.014  0.0199  0.1825
Si  8.96  9.5592  6.3902  0.0533  -0.095  -0.3131
Si  8.8006  1.8884  6.4324  -0.05  0.1411  -0.2168
Si  8.8746  5.6846  6.9049  -0.0025  -0.0045  0.2166
Si  1.1887  -0.1092  7.6591  0.0187  -0.0147  0.2329
Si  1.0546  3.5385  8.1431  0.0812  -0.1378  0.1407
Si  1.3737  7.761  8.2602  -0.057  0.097  0.1015
Si  5.02  -0.1423  7.5565  -0.0571  0.0128  0.2273
Si  4.9298  3.4474  7.8324  -0.1574  0.0536  0.0555
Si  5.0716  7.8065  7.914  0.0274  -0.0456  0.0454
Si  8.8726  -0.0527  7.6392  0.0284  -0.0453  0.3033
Si  8.6918  3.5677  8.1268  -0.1206  -0.0611  0.2221
Si  9.0811  7.8654  8.0043  0.068  0.1223  0.2273
Si  -0.748  -0.0269  8.94  -0.0522  0.1357  0.9107
Si  -0.9431  3.0009  9.4176  0.0513  -0.2562  0.6101
Si  10.993  8.4796  9.5007  -0.1882  0.2655  0.5481
Si  3.1464  -0.215  8.9116  0.0667  0.1409  0.929
Si  3.0686  2.831  9.1969  -0.0136  -0.1227  0.6355
Si  3.4394  8.3012  9.6128  0.3639  0.2944  0.3779
Si  6.9127  -0.1007  8.87  0.1001  -0.1248  1.0681
Si  6.6247  2.9196  9.3508  -0.0094  -0.2565  0.4647
Si  7.0465  8.437  9.0052  0.0548  0.2749  0.6616
Si  4.5333  7.9611  15.184  -0.0575  -0.0181  -0.0139
Si  4.5203  3.4905  22.3641  0.018  -0.0589  -0.0252
Si  4.6584  6.8439  12.3398  -0.0089  0.0235  0.2713
Si  10.0037  7.0983  19.942  -0.0845  -0.1427  -0.1112
Si  8.4285  2.4144  13.9386  0.0211  -0.1708  -0.0181
Si  11.7763  9.1367  21.1444  -0.0849  -0.063  -0.2904
Si  7.2481  9.0808  15.5894  0.0842  0.0013  -0.0738
Si  9.929  4.4748  21.1759  -0.049  0.0295  -0.3505
Si  12.2261  1.4568  16.9516  0.001  0.0604  -0.1577
Si  3.1495  4.6353  19.8205  -0.1234  -0.0811  0.1253
Si  2.9293  3.2746  17.4203  -0.0488  0.0002  -0.0223
Si  5.428  1.8256  13.7062  0.035  -0.1149  0.0282
Si  10.056  8.9206  14.876  0.0414  -0.029  -0.1087
Si  11.051  -0.3151  19.0397  -0.0198  -0.0407  0.1138
Si  4.61  3.818  11.5283  0.0158  -0.0158  0.1768
Si  4.9711  -0.6428  15.1499  -0.0735  0.0443  -0.2266
Si  9.5485  4.626  11.9655  0.0528  0.0042  0.2569
Si  3.2735  6.0851  17.4548  -0.03  0.1509  -0.1212
Si  9.3509  8.8622  17.6595  -0.0095  -0.134  0.1267
Si  8.2785  2.0091  16.8491  -0.095  0.0737  0.0493
Si  10.2881  2.5604  18.872  0.0245  0.0685  0.0604
Si  12.9364  6.8735  19.6219  -0.0241  -0.0537  -0.1021
Si  7.5668  6.8533  11.5764  0.0294  0.0946  0.0298
Si  10.187  0.4733  15.1633  -0.0066  0.0047  -0.2366
Si  7.5486  3.4124  22.6059  0.2424  -0.0492  0.0675
Si  5.2771  1.7548  16.644  0.0382  0.0965  0.0477
Si  10.3617  7.4013  12.346  -0.1721  -0.0839  0.289
O  2.147  5.723  20.5069  0.0772  -0.0163  -0.3102
O  4.0457  7.3457  13.7622  0.2128  0.0643  -0.0877
O  7.8697  9.2114  17.0879  0.1741  -0.0691  -0.238
O  -0.4184  1.2979  -1.3806  -0.045  0.0346  -0.2231
O  -0.6555  4.1368  -0.8668  -0.1266  -0.0701  0.5437
O  6.1423  7.9102  15.4316  -0.1029  0.2263  -0.0376
O  7.8788  2.076  23.4593  -0.0667  -0.0871  -0.0562
O  10.3024  8.3813  16.4036  -0.2925  0.2711  -0.0971
O  9.2204  0.7062  16.4825  0.0547  0.1352  -0.143
O  3.0976  7.2394  -0.7876  -0.0092  0.0274  0.7525
O  10.292  1.0497  19.5132  0.1886  0.0963  -0.3359
O  9.2468  5.8778  20.6797  0.3573  -0.0884  0.0873
O  6.9468  -3.5175  -0.8193  0.0221  -0.2782  0.7372
O  12.0033  9.2597  22.7365  -0.0858  0.1725  0.3469
O  12.9843  8.2691  20.4545  -0.3174  -0.0444  0.0673
O  10.4742  10.4752  14.8282  -0.1426  -0.0893  0.1512
O  8.2703  2.9181  15.4899  -0.0069  -0.3477  -0.0354
O  9.0896  3.6151  13.1207  -0.0013  0.0696  -0.2585
O  4.8549  0.2866  13.7973  0.1814  0.1823  0.4504
O  10.722  1.3786  9.8677  0.0164  0.2235  -0.8013
O  6.955  9.981  9.7303  -0.0367  -0.336  -0.9783
O  11.7241  10.5645  20.3678  -0.1118  -0.1638  -0.0642
O  11.3888  2.6385  17.6813  -0.1053  -0.3205  0.119
O  3.2926  9.9587  9.897  -0.1422  -0.2487  -0.6735
O  10.4936  5.7947  12.5903  -0.1805  0.1603  -0.2521
O  3.3119  3.7039  10.5662  0.1152  -0.1963  -0.2228
O  3.1374  1.2355  9.751  0.0015  0.304  -0.7066
O  2.1497  2.0723  16.6766  -0.0257  0.1303  0.1999
O  12.1678  0.1238  17.9126  -0.2356  0.2113  0.0316
O  2.315  3.5716  18.9001  0.3158  0.2312  -0.1145
O  11.1842  7.8062  11.0093  -0.1471  0.1723  -0.4797
O  6.7992  1.2969  9.8063  0.0045  0.3266  -0.7102
O  8.1898  5.3544  11.429  0.0562  0.0443  0.0077
O  10.0293  10.1259  18.4105  0.1458  0.0459  0.0025
O  6.7756  1.5566  17.2191  -0.0636  0.0848  -0.2281
O  6.8521  -0.7044  -0.6989  0.0945  0.6367  0.4153
O  3.9368  7.1149  16.4211  0.029  -0.046  -0.0359
O  10.8416  10.1201  9.8598  0.0798  -0.5146  -0.6056
O  4.5501  2.6411  12.6403  0.1989  0.2222  -0.2404
O  3.9438  7.5987  11.0594  -0.2182  0.2279  -0.4258
O  4.4466  2.7166  17.6318  -0.1595  -0.051  -0.1904
O  6.2729  7.0489  12.5287  -0.0374  -0.0627  -0.285
O  4.4456  5.2519  12.2373  0.1167  -0.0379  -0.1525
O  -0.683  7.2885  -0.8934  -0.0545  0.022  0.562
O  2.0586  6.9406  18.1371  0.1336  -0.2433  0.2166
O  5.2784  2.4925  15.187  0.0509  -0.3273  -0.0569
O  3.9631  2.1411  23.1182  0.0757  -0.1917  0.0827
O  6.0153  3.7095  10.6845  0.0432  -0.3009  -0.1138
O  4.6074  0.2761  16.4463  0.2292  0.1209  -0.214
O  8.713  3.4623  21.4982  -0.085  0.124  0.2608
O  8.8461  2.8082  18.145  0.2347  -0.2227  -0.1096
O  6.2331  1.2807  -2.1741  0.1963  -0.0489  0.5678
O  4.114  5.5029  18.7748  -0.4771  -0.1256  -0.0965
O  11.6266  1.1451  15.4781  -0.1914  -0.0783  0.3229
O  4.0737  9.5407  15.1704  0.335  -0.0123  0.0327
O  10.3689  8.32  20.9534  0.2578  -0.0025  -0.1242
O  10.8668  8.1331  13.7117  -0.2918  -0.0004  -0.1705
O  10.3888  3.8588  10.8148  -0.0421  -0.1692  -0.2986
O  3.8432  3.7227  20.9269  -0.034  0.1193  0.1872
O  2.8655  4.7179  16.6308  0.1466  -0.0742  0.3651
O  9.4655  1.1571  13.8832  -0.089  0.1465  0.4232
O  7.012  1.9186  13.313  -0.1066  0.1311  0.207
O  11.3909  6.4812  19.3657  0.0235  0.2479  0.2223
O  9.1212  7.6499  18.7098  0.265  0.1727  0.0544
O  6.9953  7.2658  10.1361  0.0321  0.0752  0.2107
O  3.0445  4.1045  -0.7843  0.1111  -0.1078  0.7217
O  6.0742  3.2509  22.001  -0.004  0.0787  0.2389
O  8.7986  7.7913  12.0556  0.1184  -0.2353  -0.0703
O  6.5476  10.488  15.211  -0.1699  -0.1145  0.1118
O  2.9078  1.2834  -1.2253  0.0369  0.0521  -0.1393
O  8.4642  8.7756  14.5694  0.1398  0.0819  0.3173
O  10.6781  3.6934  19.9585  -0.2084  -0.0073  0.143

Results
free energy: -45073.892 eV
free energy less fixed offsets of O -463.61, Si -117.95 eV per atom: -16.922 eV
pressure: -2.05 GPa
stress xx, yy, zz, yz, xz, xy (GPa, positive in tension): 0.08, 4.63, 1.45, -0.1, 0.02, -0.35

The program warned: the forces do not sum to zero within the program's tolerance.
